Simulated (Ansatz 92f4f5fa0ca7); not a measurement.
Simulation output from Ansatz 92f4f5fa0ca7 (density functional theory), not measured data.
Periodic cell of 199 atoms, Si117O82, from a study of silicon, its oxide and their interface. The atomic structure is a simulated model.

Settings
functional: PBE
potential files: Ansatz PAW
basis: plane waves
wave-function cutoff: 700 eV
density cutoff ratio: 5
exchange-correlation grid ratio: 2
k mesh: 2 x 2 x 1, shifted by 0.5 0.5 0.5 of a step
self-consistency stop: 5e-08 eV per atom in the density residual
occupations: Fermi-Dirac, 0.05 eV
spin: none
net charge: 0

Cell vectors (angstrom)
a, 11.5983, 0, 0
b, 0, 11.5983, 0
c, 0.7512, -2.9629, 26.2832

Atoms: element, x, y, z (angstrom)
Si, 8.6541, 9.9047, -1.166
Si, 8.3028, 5.3303, -0.1277
Si, 6.5406, 8.5952, 2.1007
Si, 1.5132, 12.3325, 0.8058
Si, -0.2171, 5.1799, 0.0533
Si, 0.7736, 8.1197, 0.9138
Si, 2.3154, 10.4672, -0.3669
Si, 4.3806, 3.979, 0.3827
Si, 4.3897, 8.4886, 0.9338
Si, -0.7014, 12.2178, 1.9934
Si, -0.1106, 4.5055, 2.3368
Si, -1.1826, 8.4021, 2.1707
Si, 3.1836, 12.1931, 2.5083
Si, 2.3043, 4.2128, 2.781
Si, 2.6394, 8.102, 2.4188
Si, 5.7461, 12.3313, 2.5985
Si, 6.5211, 4.7675, 2.2375
Si, 8.5225, 8.4034, 0.699
Si, -0.9992, 2.5151, 3.4135
Si, -0.9672, 6.4654, 3.5601
Si, -1.0746, 10.367, 3.528
Si, 2.6458, 2.3204, 4.0722
Si, 2.7408, 6.3072, 3.8757
Si, 2.7236, 10.1644, 3.7634
Si, 6.4089, 2.7387, 3.6355
Si, 6.5859, 6.6762, 3.6113
Si, 6.4668, 10.3599, 3.724
Si, -3.0382, 2.6419, 4.7443
Si, 8.5999, 6.4638, 4.8836
Si, 8.5562, 10.3792, 4.941
Si, 0.6189, 2.4118, 5.1593
Si, 0.7675, 6.4818, 5.1483
Si, 0.7384, 10.2511, 5.0999
Si, 4.6524, 2.5924, 5.2149
Si, 4.7174, 6.5331, 5.1273
Si, 4.6389, 10.2018, 5.1922
Si, 8.5808, 12.3734, 6.2454
Si, 8.5953, 4.5085, 6.2264
Si, 8.5726, 8.3706, 6.3256
Si, 0.7465, 12.1372, 6.5698
Si, 0.6532, 4.4575, 6.3699
Si, 0.7572, 8.3709, 6.5794
Si, 4.6916, 12.1717, 6.5224
Si, 4.5851, 4.5665, 6.4106
Si, 4.6973, 8.3825, 6.6394
Si, -1.24, 12.2516, 7.8539
Si, -1.1915, 4.5014, 7.8321
Si, -1.233, 8.3287, 7.8813
Si, 2.7372, 12.1619, 7.8986
Si, 2.5739, 4.4565, 7.6803
Si, 2.7223, 8.3871, 7.9413
Si, 6.7465, 12.2499, 7.7322
Si, 6.6267, 4.5302, 7.5059
Si, 6.7469, 8.4241, 7.8829
Si, -1.2456, 2.6013, 9.294
Si, -1.3149, 6.3627, 9.3395
Si, -1.5616, 10.3042, 9.1454
Si, 2.6013, 2.5728, 9.1314
Si, 2.5899, 6.3372, 9.0781
Si, 2.5666, 10.2987, 9.3869
Si, 6.6003, 2.684, 8.9537
Si, 6.6149, 6.311, 8.9929
Si, 7.4999, 10.4252, 9.074
Si, 8.3127, 3.1403, 10.4779
Si, 6.8943, 6.714, 12.4589
Si, 6.6842, 10.8942, 11.2003
Si, 0.7653, 2.5227, 10.6887
Si, 0.7647, 6.3419, 10.5765
Si, 0.4516, 10.2942, 10.6764
Si, 4.5564, 6.3521, 12.2442
Si, 4.6001, 5.6406, 10.0453
Si, 4.2087, 10.3633, 11.1945
Si, 9.9829, 12.6387, 14.1389
Si, 8.2369, 5.7271, 10.6001
Si, 11.1056, 7.4633, 13.7035
Si, 0.9134, 12.1686, 12.106
Si, 1.2381, 4.4648, 11.9888
Si, 0.9462, 8.2805, 11.9526
Si, 4.6135, 3.1848, 10.1698
Si, 4.574, 2.398, 12.4483
Si, 3.3777, 8.4382, 12.4716
Si, 7.4588, 13.0677, 12.1137
Si, 0.3409, 5.474, 14.6804
Si, 8.4949, 6.0731, 13.9434
Si, 3.2814, 11.9769, 12.7452
Si, 3.4449, 4.4367, 13.064
Si, 4.3584, 9.6442, 14.279
Si, 9.5836, 3.8222, 15.4949
Si, 7.2832, 8.9243, 13.2097
Si, 8.8061, 8.6268, 14.9891
Si, 6.5581, 7.5273, 21.2333
Si, 6.3359, 6.3092, 18.5347
Si, 13.6766, 7.3172, 18.5671
Si, 4.7735, 4.5436, 24.4356
Si, 11.7334, 9.5734, 18.4884
Si, 11.295, 4.4106, 21.5975
Si, 2.6872, 5.2056, 15.1866
Si, 13.8925, 4.4969, 22.9017
Si, 4.618, 2.8694, 22.016
Si, 13.9185, 4.1632, 17.8804
Si, 9.5055, 10.7959, 16.7231
Si, 4.9151, 7.4723, 23.603
Si, 2.7093, 0.3878, 25.1374
Si, 6.4056, 9.7802, 22.982
Si, 10.4659, 10.6285, 20.9681
Si, -2.7926, 9.3893, 26.6007
Si, 12.9745, 6.8636, 21.4134
Si, 10.7058, 8.2876, 22.7567
Si, 1.6033, 11.4911, 20.2177
Si, 9.2817, 1.0815, 19.0841
Si, 3.8374, 11.4541, 22.3061
Si, 7.7433, 3.6096, 18.1348
Si, 5.0327, 3.7682, 19.1444
Si, 4.3349, 7.6046, 16.6224
Si, 7.5659, 0.0534, 25.1188
Si, 8.8612, 5.9979, 22.3741
Si, 12.0046, 2.3793, 19.3114
O, -1.3239, 9.1948, 27.2738
O, -4.0627, 9.3505, 27.6003
O, 9.8556, 5.0234, -0.4946
O, 7.937, 4.676, 1.3466
O, 5.3597, 5.1006, 1.0685
O, 3.39, 3.6064, 1.6252
O, 7.7958, 9.8625, 11.9764
O, 8.6778, 12.6896, 13.1574
O, 11.3427, 12.2545, 13.3232
O, 9.7679, 6.6763, 13.0303
O, 8.51, 7.0128, 15.3166
O, 10.1912, 2.4678, 14.8781
O, 0.2067, 4.5003, 13.3261
O, -0.7596, 4.8446, 15.7835
O, 5.9363, 9.6907, 13.792
O, 8.093, 1.6062, 25.0328
O, 8.7787, 10.812, 25.81
O, 13.0161, 10.4886, 18.9411
O, 5.1164, 5.3998, 19.1441
O, 1.4378, 1.3857, 25.2674
O, 4.6016, 1.2698, 22.1506
O, 9.899, 10.7322, -1.9555
O, 4.4084, 7.3114, -0.279
O, 1.7089, 13.6748, -0.1682
O, 0.3416, 6.7353, 0.0894
O, 3.74, 9.9212, 0.3371
O, 5.4388, 2.8918, -0.2598
O, 9.7243, 4.6485, 21.9984
O, 3.4684, 7.8011, 24.318
O, 13.6376, 5.7389, 18.1877
O, 8.5896, 4.5136, 14.3709
O, 6.1991, 2.1832, 12.9645
O, 5.3756, 3.4793, 23.3404
O, 11.8876, 5.7546, 20.8609
O, 10.966, 10.2681, 17.24
O, 3.6749, 11.1608, 14.2198
O, 5.7826, 6.9815, 17.1317
O, 10.4324, 8.6982, 14.587
O, 7.1834, 8.969, 21.7678
O, 0.2999, 11.3847, 21.203
O, 14.026, 6.0301, 22.339
O, 2.9706, 11.1077, 20.9815
O, 2.7674, 4.0071, 16.3202
O, 8.5642, 9.4966, 16.362
O, 14.725, 4.4693, 24.3033
O, 11.3606, 3.1507, 20.5901
O, 10.823, 1.4605, 18.6831
O, 8.6345, 3.4877, 16.7823
O, 12.5161, 3.4065, 18.1721
O, 12.2877, 4.1189, 22.8995
O, 9.3475, 0.1676, 20.4806
O, 9.7014, 11.5642, 15.3175
O, 14.6855, 3.4594, 21.907
O, 6.5731, 7.5307, 19.5993
O, 3.562, 6.5193, 15.6607
O, 8.7546, 11.7252, 17.8537
O, 6.1439, 3.1734, 18.0772
O, 7.2644, 10.9994, 23.6381
O, 10.1933, 9.8133, 22.3755
O, 3.4127, 7.9639, 17.9157
O, 12.2445, 8.0688, 22.2385
O, 15.0947, 3.4379, 18.749
O, 4.4367, 8.9901, 15.7734
O, 13.7749, 7.5269, 20.1774
O, 5.9736, 8.6412, 24.0897
O, 2.8466, 11.4605, 23.5983
O, 12.3116, 8.0961, 18.0663
O, 7.8864, 8.9861, -2.2943
O, 1.1534, 9.2898, -0.2188
O, 9.7324, 7.2922, 21.9107
O, 8.1202, 6.9498, -0.0705
O, 7.6377, 5.258, 18.4481
O, 1.6719, 13.0417, 19.7285
O, 5.0083, 10.3525, 22.3858
O, 4.0656, 1.2865, 25.4542
O, 5.0617, 7.4372, 21.9408
O, 5.3924, 5.998, 24.0668
O, -3.135, 8.1968, 25.5503
O, 5.4029, 3.2153, 20.6316
O, 8.4201, 2.4939, 19.1803
O, 10.6756, 9.52, 19.7561
O, 7.4165, 6.173, 21.6447

Results
free energy: -121019.715 eV
free energy less fixed offsets of O -569.03, Si -635.61 eV per atom: 7.115 eV
pressure: -1.04 GPa
stress xx, yy, zz, yz, xz, xy (GPa, positive in tension): 2.17, 0.99, -0.03, -0.06, -0.07, -0.42

Forces (eV/angstrom), in the order of the atoms: element, x, y, z
Si, 0.0097, 0.3244, -0.4887
Si, -0.1998, -0.1637, -0.0386
Si, -0.2147, 0.213, -0.0066
Si, 0.3665, 0.2523, -0.1282
Si, 0.0892, 0.0387, 0.5857
Si, -0.2118, 0.0994, -0.1145
Si, 0.0671, -0.4269, -0.4957
Si, 0.0445, 0.0816, 0.0454
Si, -0.0387, -0.3467, 0.0235
Si, -0.7532, 0.0125, 0.0565
Si, -0.0055, 0.0107, 0.1361
Si, 0.1969, 0.0737, 0.0979
Si, 0.0384, 0.0293, 0.6422
Si, 0.2094, -0.0429, 0.1682
Si, -0.1036, 0.2554, 0.2055
Si, 0.2819, -0.0509, -0.0873
Si, 0.1529, 0.1224, -0.0644
Si, -0.1805, -0.6129, 0.1393
Si, 0.1571, 0.3335, -0.0429
Si, -0.2074, -0.1045, -0.0721
Si, 0.0328, -0.2234, 0.0849
Si, 0.1327, -0.116, -0.1569
Si, 0.0411, -0.0557, -0.2148
Si, -0.0372, -0.0571, -0.171
Si, -0.123, 0.174, 0.0058
Si, 0.0364, -0.0716, -0.0486
Si, 0.0005, -0.0576, 0.0607
Si, 0.0511, -0.1609, -0.0749
Si, 0.2097, 0.0603, -0.1108
Si, -0.0417, 0.1132, -0.081
Si, -0.0947, -0.1274, 0.2383
Si, -0.0181, -0.0448, 0.1049
Si, 0.0499, 0.0709, -0.0587
Si, -0.0447, 0.0547, 0.1642
Si, -0.0433, -0.0517, -0.0766
Si, -0.13, 0.0295, -0.1295
Si, 0.0265, -0.0355, -0.0509
Si, -0.0585, 0.0142, -0.027
Si, 0.0396, -0.0154, -0.1803
Si, -0.152, 0.0885, -0.0143
Si, -0.0199, 0.0074, -0.0907
Si, 0.1746, -0.0634, -0.1101
Si, 0.1052, 0.0498, 0.0287
Si, 0.0718, -0.1281, 0.1092
Si, 0.0653, 0.0545, 0.0401
Si, 0.1395, 0.0833, -0.0237
Si, -0.1525, -0.0697, 0.0178
Si, -0.0207, -0.0591, 0.1324
Si, -0.1995, 0.0146, -0.0225
Si, -0.0711, 0.0892, -0.0042
Si, -0.1265, 0.0924, 0.0534
Si, 0.0434, 0.0487, -0.0684
Si, -0.0522, -0.1926, -0.0516
Si, 0.0368, 0.0137, 0.0133
Si, 0.0248, 0.0064, 0.0525
Si, -0.02, -0.0771, 0.0753
Si, -0.0449, 0.0458, -0.0764
Si, -0.0548, 0.0219, -0.0772
Si, -0.1505, -0.1408, -0.063
Si, 0.1897, 0.1035, -0.0841
Si, -0.1195, 0.0717, -0.1489
Si, 0.0986, -0.1473, -0.045
Si, 0.0478, -0.1486, -0.2
Si, 0.0046, -0.0529, 0.279
Si, 0.0012, -0.4109, -0.2568
Si, 0.1845, -0.0177, -0.4677
Si, 0.0782, 0.04, -0.2537
Si, 0.1488, 0.0553, 0.0313
Si, 0.1236, -0.1697, 0.0324
Si, 0.2712, 0.1081, 0.0473
Si, 0.1348, -0.0607, 0.0227
Si, -0.3309, -0.0344, -0.1631
Si, 0.0573, 0.0261, 0.0358
Si, -0.2408, -0.0739, -0.2698
Si, 0.129, 0.2601, -0.1077
Si, -0.6399, 0.1089, 0.1847
Si, -0.1945, -0.1695, 0.0314
Si, 0.2765, 0.0225, -0.0168
Si, 0.1745, -0.053, 0.1118
Si, 0.5887, 0.4229, -0.0817
Si, -0.0196, 0.1936, 0.1201
Si, 0.1515, 0.7486, 0.0545
Si, 0.2335, 0.1087, 0.4334
Si, -0.5291, 0.1878, 0.0934
Si, 0.281, -0.719, 0.3212
Si, -0.0607, 0.1598, 0.3086
Si, -0.3921, -0.389, -0.4955
Si, -0.3826, 0.2471, -0.0732
Si, 0.0323, -0.1419, 0.3804
Si, 0.2293, -0.372, 0.4044
Si, -0.0049, 0.0669, -0.06
Si, -0.017, -0.1905, 0.2525
Si, -0.105, 0.0912, 0.2465
Si, 0.0573, 0.0127, -0.174
Si, -0.0221, 0.0366, 0.1097
Si, -0.0436, 0.0765, -0.0217
Si, -0.2337, -0.2217, -0.3555
Si, 0.0297, 0.0756, -0.2596
Si, 0.0331, -0.0902, -0.1211
Si, 0.0156, -0.033, 0.0858
Si, 0.0117, -0.1101, 0.288
Si, 0.1276, 0.0934, -0.1889
Si, 0.0067, 0.0669, -0.4147
Si, -0.1529, 0.0157, -0.0652
Si, 0.0354, 0.0509, -0.0995
Si, -0.3974, 0.2045, 0.0185
Si, -0.0618, -0.0256, 0.0469
Si, -0.0026, -0.1535, -0.1662
Si, -0.0035, -0.0324, 0.0634
Si, 0.0352, 0.0148, 0.1224
Si, 0.1509, 0.0351, -0.1468
Si, -0.164, 0.0159, 0.0641
Si, 0.084, 0.0035, 0.0936
Si, -0.0839, -0.1798, 0.0455
Si, 0.0151, -0.1424, -0.3007
Si, 0.047, -0.0136, -0.2175
Si, 0.031, -0.0634, 0.0901
O, 0.3905, -0.1078, 0.1732
O, 0.0911, -0.1158, -0.1871
O, -0.067, 0.1492, -0.1347
O, -0.0148, 0.036, 0.2121
O, 0.0039, 0.0128, 0.1706
O, -0.1003, 0.0516, -0.153
O, -0.3591, 0.5002, -0.1359
O, -0.0662, -0.1584, -0.0114
O, 0.2592, 0.0148, -0.2634
O, 0.1285, -0.1404, 0.0037
O, -0.009, 0.2186, 0.1196
O, 0.0827, -0.1391, -0.0419
O, 0.2934, -0.0401, -0.1604
O, 0.1051, 0.0196, -0.072
O, -0.0056, 0.2177, 0.1128
O, 0.144, 0.2381, 0.1711
O, 0.0552, -0.0172, 0.0655
O, -0.0381, -0.0077, -0.0183
O, 0.0178, 0.072, -0.0827
O, 0.0344, -0.0652, -0.1381
O, -0.0352, 0.0549, 0.0608
O, -0.0182, -0.0756, -0.0057
O, 0.0154, 0.2282, 0.1964
O, -0.0784, -0.0937, 0.1605
O, 0.1305, -0.1444, -0.1165
O, 0.0449, 0.1104, -0.1915
O, -0.0919, -0.0505, 0.1333
O, -0.0059, 0.0244, 0.013
O, -0.1374, -0.0579, 0.3142
O, -0.0681, -0.0382, -0.0218
O, 0.3303, -0.2904, 0.1328
O, -0.6677, -0.1214, -0.233
O, -0.0625, 0.0658, 0.1569
O, 0.0027, -0.0081, 0.0227
O, -0.0943, 0.0023, -0.1052
O, 0.0473, 0.2342, -0.1299
O, -0.0288, 0.1184, -0.1307
O, -0.2272, 0.0727, 0.0145
O, 0.0067, -0.054, 0.079
O, -0.0158, -0.0318, -0.0201
O, -0.0389, -0.0083, 0.0447
O, -0.0758, -0.0067, 0.018
O, 0.0221, 0.0433, 0.0339
O, 0.0521, 0.0677, -0.0044
O, -0.0162, -0.0323, 0.0947
O, 0.0311, 0.05, 0.0315
O, -0.0237, -0.0038, -0.0695
O, 0.1662, -0.0158, -0.0601
O, 0.0121, 0.0128, -0.0375
O, 0.0369, 0.0231, 0.0739
O, 0.0167, -0.053, -0.0159
O, 0.0863, 0.1123, -0.2394
O, -0.0595, 0.0679, 0.1069
O, -0.0192, -0.0443, -0.0696
O, 0.1696, 0.0456, 0.0612
O, 0.0671, -0.0514, -0.1043
O, 0.0715, 0.025, 0.0041
O, 0.0893, 0.0408, 0.2111
O, 0.0162, -0.0447, 0.0671
O, 0.0892, 0.011, -0.0937
O, -0.0083, 0.0105, 0.056
O, -0.0555, 0.0296, -0.0342
O, 0.116, 0.0625, 0.2378
O, 0.013, -0.0621, -0.0679
O, -0.0518, -0.0729, 0.0612
O, -0.0697, 0.0057, 0.2887
O, 0.0215, -0.0073, -0.0634
O, 0.1254, 0.0518, 0.1645
O, 0.0127, -0.0576, 0.1224
O, -0.005, 0.0289, 0.0328
O, 0.1266, 0.0763, 0.0402
O, -0.0331, 0.0074, -0.0543
O, -0.019, 0.0323, -0.0187
O, -0.0288, -0.0274, 0.0324
O, -0.0542, 0.043, -0.0108
O, 0.012, -0.0333, 0.1322
O, -0.0049, -0.024, -0.0308
O, -0.0364, -0.0716, 0.1477
O, -0.0692, 0.0523, -0.0057
O, -0.0106, 0.0024, -0.0516
O, 0.0418, 0.0276, -0.0142
O, 0.0531, 0.01, 0.1022

The program warned: the cutoff lies below the one the program advises for these potential files.
